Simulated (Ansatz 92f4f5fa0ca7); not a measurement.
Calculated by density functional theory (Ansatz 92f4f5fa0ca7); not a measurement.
Periodic cell of 158 atoms, Si90O68, from a study of silicon, its oxide and their interface. The atomic structure is a simulated model.

Settings: functional r2SCAN; potential files Ansatz norm-conserving; basis plane waves; wave-function cutoff 1300 eV; density cutoff ratio 4; exchange-correlation grid ratio 1; k mesh 2 x 2 x 1, shifted by 0.5 0.5 0.5 of a step; self-consistency stop 5e-08 eV per atom in the density residual; occupations Fermi-Dirac, 0.05 eV; spin none; net charge 0.

Cell vectors (angstrom)
a  10.88  0  0
b  0  10.88  0
c  0  0  22.471

Atoms: element, x, y, z (angstrom)
Si  -1.0206  -0.1183  -0.3358
Si  2.8851  2.1543  -0.1682
Si  0.1259  5.752  0.233
Si  2.9644  7.7662  0.5415
Si  5.3768  0.2833  0.2646
Si  8.3867  2.8119  0.3434
Si  4.011  5.6026  -0.3354
Si  7.1353  5.5161  -0.553
Si  1.23  1.417  1.1873
Si  3.6871  3.9721  1.2302
Si  1.2397  6.6487  2.2005
Si  4.2731  9.5738  1.431
Si  6.8875  1.5666  1.6334
Si  9.4381  4.5661  1.4986
Si  7.3184  7.0848  1.2894
Si  9.066  8.8989  1.2624
Si  -0.0208  3.0916  2.664
Si  2.6963  0.0433  2.8171
Si  -0.3856  7.9222  2.8825
Si  2.9422  5.3312  3.1155
Si  5.6006  3.0412  2.7078
Si  8.0418  -0.0333  2.7604
Si  5.5989  8.199  2.5272
Si  8.0438  5.5637  2.9427
Si  1.3313  3.9359  4.3615
Si  4.2313  1.54  3.8419
Si  1.1328  9.6031  3.9378
Si  4.2467  6.9272  4.2384
Si  6.5886  4.2022  4.2853
Si  9.6779  1.31  3.7664
Si  6.8506  9.3491  4.167
Si  9.7155  6.3847  4.5416
Si  -0.281  -0.0764  5.3657
Si  2.8007  2.5539  5.4526
Si  0.3609  5.3455  5.9976
Si  2.649  8.2929  5.2477
Si  5.5347  0.0872  5.1699
Si  8.0652  2.7063  5.3956
Si  5.9142  5.9874  5.4701
Si  8.1625  7.8818  5.6324
Si  1.3797  1.2003  6.654
Si  4.2586  4.0379  6.7891
Si  1.4857  7.0975  7.0594
Si  4.2503  9.4075  6.6325
Si  6.6692  1.2301  6.6471
Si  9.5033  3.8332  6.9186
Si  7.0435  6.5933  7.2206
Si  9.4044  9.4736  7.0001
Si  0.1177  2.6234  7.9814
Si  2.7239  0.0156  8.0437
Si  -0.0818  8.0472  8.3441
Si  3.3738  5.7475  7.8314
Si  5.3977  2.5743  8.2671
Si  8.0267  -0.0066  8.2676
Si  5.1343  7.8539  8.0931
Si  8.2255  5.0432  8.4958
Si  2.9358  2.9638  11.7685
Si  4.1907  1.2753  9.6828
Si  0.7732  10.0638  9.206
Si  3.8882  5.5895  10.1011
Si  6.6078  3.7681  9.901
Si  9.935  0.8795  9.4668
Si  6.6751  10.1127  9.9591
Si  9.2081  6.3551  10.1707
Si  2.5655  -2.0203  16.0422
Si  5.1753  1.6194  16.1139
Si  0.0422  2.3383  16.5436
Si  9.8785  -0.3433  16.874
Si  6.5837  -2.184  12.4653
Si  2.5171  9.6637  19.0813
Si  11.8566  -1.3452  12.3685
Si  0.1225  2.763  10.6658
Si  14.3712  -3.159  12.2534
Si  13.2628  11.5032  17.0171
Si  -0.1552  -4.0853  12.8129
Si  16.1737  -1.0138  15.062
Si  7.7225  6.5735  12.7525
Si  -0.2306  -5.9829  18.1616
Si  5.5319  -12.2103  20.169
Si  2.2826  -4.6055  14.5023
Si  10.3088  0.7104  13.9071
Si  9.9124  -3.1078  17.8753
Si  8.5512  2.7564  12.3041
Si  8.1085  5.9079  17.0894
Si  6.76  -0.152  17.5503
Si  4.2213  3.9864  14.4681
Si  7.2789  7.1424  19.3912
Si  11.3811  -2.1167  21.448
Si  6.9805  4.97  14.0924
Si  12.6039  4.1631  20.559
O  6.0977  -0.2408  -3.4101
O  0.3508  0.4015  0.3658
O  4.0249  1.0351  -0.317
O  2.1954  2.6242  -1.5581
O  0.595  4.4012  -0.6267
O  3.4091  2.9315  -9.1445
O  2.092  8.8277  -0.2676
O  0.7151  10.8619  -9.2538
O  6.1503  -2.8592  -2.4176
O  1.2808  -1.8335  -2.566
O  7.472  3.9006  -0.5674
O  2.9186  5.2647  -1.6783
O  5.4794  5.733  -1.0218
O  19.9704  7.1649  -5.8685
O  11.9101  4.4977  -3.3288
O  3.9501  1.8918  11.1079
O  -0.5501  1.0658  17.4312
O  5.3992  0.0951  10.2322
O  3.8961  -1.9431  15.1883
O  3.1273  4.2861  10.8888
O  0.2533  9.816  10.8883
O  9.6742  3.5019  11.3093
O  2.5535  9.0267  12.3921
O  9.1393  1.3174  12.8913
O  5.5151  5.1841  10.3145
O  9.2626  -3.0915  9.3563
O  0.9349  3.5076  9.406
O  6.0417  8.548  9.441
O  10.4995  6.3503  11.2441
O  12.6837  -3.3932  15.6431
O  15.8557  -2.4089  12.1426
O  -2.84  -7.1583  13.6507
O  -1.0947  -0.2623  15.241
O  7.4772  5.105  15.7878
O  10.5299  3.8101  17.0143
O  10.899  -4.3614  18.2194
O  4.0084  0.988  17.0651
O  -1.7081  6.8818  13.5383
O  7.8816  -4.728  11.1944
O  12.2364  -8.3296  11.7472
O  6.4949  1.4699  16.9928
O  2.1483  11.1401  18.615
O  7.383  2.9137  11.1174
O  13.74  -2.061  17.6412
O  -6.1478  -7.7327  15.768
O  3.3229  -3.8487  10.7827
O  4.032  -1.3259  19.8145
O  -0.1666  2.0391  14.9045
O  3.4979  6.9497  13.6022
O  11.1877  8.3928  13.1361
O  5.5017  -5.9861  13.9287
O  6.3341  -1.7177  14.1357
O  8.6901  8.0454  18.9824
O  8.903  4.9601  18.1602
O  7.235  9.7627  11.3965
O  16.8201  -12.0212  16.5887
O  0.0034  -3.8584  21.5182
O  -0.4371  -1.6398  17.6207
O  2.9621  -5.968  14.9617
O  5.1873  0.6213  14.785
O  6.0224  -0.6466  21.6314
O  6.8216  6.3663  18.0378
O  8.3509  -0.3004  17.508
O  23.5955  -0.5306  16.04
O  12.5291  2.0825  16.7494
O  11.7957  5.9964  13.7103
O  7.8231  6.257  20.6251
O  9.0406  1.4976  21.9981

Results
free energy: -42125.725 eV
free energy less fixed offsets of O -463.61, Si -117.95 eV per atom: 15.255 eV
pressure: -2.99 GPa
stress xx, yy, zz, yz, xz, xy (GPa, positive in tension): 2.38, 3.58, 3.01, 0.43, 0.48, -0.25

Forces (eV/angstrom), in the order of the atoms: element, x, y, z
Si  -0.5914  0.1436  0.2723
Si  -0.5369  0.3856  1.1498
Si  0.7729  0.8113  -1.4086
Si  0.5668  -0.9694  1.5504
Si  -0.8277  0.685  0.9267
Si  -0.497  -0.4724  -0.6179
Si  -1.3257  1.2041  -2.1964
Si  -2.0236  0.8121  -2.2103
Si  1.6403  1.1435  2.7942
Si  1.2782  -0.2127  1.4233
Si  2.7019  -0.6262  -2.9654
Si  -1.9326  -0.1277  1.2182
Si  -0.169  -0.3735  -1.4259
Si  0.8077  -1.4413  -0.2409
Si  0.408  0.2701  0.6657
Si  -1.1756  1.2374  0.4166
Si  0.6221  -1.3439  -0.4854
Si  0.0187  0.3109  -1.7373
Si  0.0898  1.9081  1.1181
Si  -1.5624  -1.1048  -0.0124
Si  -2.6461  -0.1883  -1.3992
Si  1.1351  -1.7264  0.0097
Si  0.3548  -0.8403  1.6208
Si  0.4321  0.0023  1.019
Si  1.2788  1.003  -0.1217
Si  -1.0609  -0.5366  0.9852
Si  -0.1087  -1.0046  0.511
Si  0.0949  0.1685  -1.4224
Si  1.7934  0.6993  0.2063
Si  -1.5806  1.1875  1.0176
Si  0.5114  -0.1146  -0.2169
Si  -1.4041  1.435  -0.7516
Si  1.2522  0.2742  1.0207
Si  0.9273  0.3715  -0.0754
Si  -1.2828  -0.7105  -0.9614
Si  -0.4269  0.3803  0.9133
Si  -1.6856  -1.8234  0.1097
Si  0.7932  -0.5856  -0.572
Si  -1.7888  -2.3461  0.0953
Si  0.8529  0.8892  0.2565
Si  -0.3373  0.4478  -0.3201
Si  0.5537  -0.8023  -1.3766
Si  1.4237  -1.9315  -0.7972
Si  -1.1257  1.7854  -0.1636
Si  1.6641  1.4621  2.4534
Si  -0.4435  1.7049  -0.4978
Si  -0.4165  1.4085  1.0235
Si  0.0321  -0.6948  -1.2374
Si  0.9269  -1.0833  2.5915
Si  0.7288  -1.0322  1.6142
Si  -2.5739  2.5734  1.2222
Si  -0.6825  2.4994  2.0935
Si  0.3501  0.3809  -0.7984
Si  0.63  0.6933  -0.1258
Si  2.5274  -0.3357  1.5319
Si  0.1727  -1.2262  0.4854
Si  -0.0743  0.2082  0.7279
Si  1.9466  -3.6795  -1.4214
Si  -1.3464  -0.2839  1.794
Si  -0.3541  -1.4394  0.8011
Si  0.0143  2.322  -0.1686
Si  1.4034  1.0526  -1.43
Si  -1.6487  -3.3907  -2.1577
Si  -0.9713  0.1272  0.9767
Si  0.0118  0.0267  2.3073
Si  -1.4921  -0.5847  0.1743
Si  1.666  -2.3898  -1.7918
Si  -3.6744  0.2078  -0.6387
Si  -2.13  -1.0861  2.5334
Si  1.7739  -2.4493  -0.6804
Si  1.6865  1.114  -2.8959
Si  0.5423  -0.4582  -0.5201
Si  3.2346  4.0865  -2.3422
Si  1.2909  3.348  1.8343
Si  -2.9645  2.5466  1.6366
Si  -0.561  -0.1219  2.1685
Si  0.634  3.2003  0.4553
Si  -2.0937  1.9158  1.2819
Si  2.8978  1.0906  -0.7361
Si  0.1388  2.7418  1.0478
Si  0.0889  1.1026  4.4253
Si  -2.356  -0.8011  0.958
Si  -0.706  2.2961  0.7147
Si  -1.3991  -0.9707  -1.3825
Si  0.0729  1.9942  0.8301
Si  -2.0662  -1.7505  -0.4558
Si  2.9538  0.5491  -0.5506
Si  2.7621  -1.3824  -2.2566
Si  8.0884  -0.4592  3.6546
Si  -0.6048  1.3015  2.0765
O  1.4615  -0.8167  -0.5438
O  -1.3438  -1.2527  -0.4829
O  0.7234  0.608  -0.7948
O  0.37  1.0203  -1.3053
O  0.9636  0.6267  -1.2106
O  1.8569  2.5404  1.4811
O  -3.5305  0.5392  -1.3439
O  -1.1691  1.6938  0.7054
O  -1.2964  2.6645  0.198
O  -0.9009  -0.5738  1.0961
O  -0.1136  0.325  0.0821
O  0.7451  -0.6105  1.2666
O  1.2569  -0.8503  1.0992
O  -1.0226  -0.9827  -0.0847
O  -1.0776  -1.2726  0.119
O  -1.2808  0.2143  0.849
O  1.211  2.3548  -0.2752
O  -2.9137  2.9325  -1.1528
O  1.9266  1.8053  -0.8305
O  0.4322  1.8967  0.1016
O  2.6118  -0.6126  0.5571
O  1.3501  -0.3752  1.3516
O  -1.5784  1.0591  -0.9072
O  0.0708  0.4099  -0.2219
O  0.1639  -1.6409  -0.3084
O  2.4387  -0.5254  -0.5922
O  -2.2248  -1.3036  -1.4833
O  -0.8701  0.6108  -1.4615
O  0.5049  0.148  0.4055
O  0.7941  -1.6095  -1.6389
O  0.2474  -0.7433  -0.2576
O  -0.2478  -1.4741  -2.1701
O  0.4227  -0.0593  -1.7153
O  -0.419  0.6773  -1.6536
O  1.4737  -1.1329  -1.5358
O  0.796  0.4256  -0.3232
O  -1.7201  -0.5018  -0.859
O  1.8583  -1.0808  -1.9462
O  1.7147  -0.0247  -1.1129
O  -0.5851  -0.0901  -0.2424
O  0.565  -1.454  0.3263
O  -0.2669  0.3678  -0.8086
O  -1.3986  -0.2804  0.366
O  -0.3601  0.0368  1.6228
O  0.344  -0.0035  -1.4453
O  0.2908  -1.9164  0.5135
O  -4.304  -0.2195  0.2858
O  -0.4324  -0.2193  -0.1877
O  -1.6252  -2.3713  1.1254
O  -2.4881  -4.3951  0.3569
O  -7.0305  -2.1281  -0.2308
O  1.6637  -0.3089  -3.1823
O  -0.6895  -1.3113  0.3423
O  1.8405  0.4018  0.6239
O  1.0087  -0.5987  2.2068
O  -0.1733  -0.0515  -0.6608
O  0.5064  1.4396  1.3301
O  1.9911  0.1124  -0.9804
O  0.5113  -0.1672  0.5387
O  -0.1874  -0.3862  0.2404
O  0.4016  -1.4499  -2.7453
O  0.5186  0.5834  -0.0363
O  -0.6224  -0.7625  -0.4217
O  -0.3075  -0.2093  -1.189
O  0.3243  -0.6948  -0.0299
O  -0.1837  -0.9597  -0.968
O  0.1569  -1.3639  1.0639
O  0.947  -1.3123  -0.0625
